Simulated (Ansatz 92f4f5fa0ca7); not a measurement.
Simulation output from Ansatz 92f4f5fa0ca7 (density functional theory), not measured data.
Periodic cell of 225 atoms, Si132O91B2, from a study of silicon, its oxide and their interface. The atomic structure is a simulated model.
Doubt: the cutoff is far below the 930 eV that the study's wrapper takes by default for these files, so forces and energies are approximate.

Settings: functional PBE; potential files Ansatz PAW; basis plane waves; wave-function cutoff 580 eV; density cutoff ratio 5; exchange-correlation grid ratio 1; k mesh 1 x 1 x 1, Gamma-centred; self-consistency stop 5e-08 eV per atom in the density residual; occupations fixed; spin none; net charge 0.

Cell vectors (angstrom)
a	10.938	0	0
b	0	10.938	0
c	0	0	31.9494

Atoms and the computed forces on them: element, x, y, z (angstrom), force x, y, z (eV/angstrom)
Si	10.6221	0.0202	24.4236	0.0166	0.0297	0.0004
Si	5.0812	0.1497	24.6549	-0.0113	0.0175	0.0124
Si	2.8148	2.3022	24.5177	0.0061	-0.0055	0.016
Si	8.5699	2.4573	24.5554	0.0139	-0.0048	0.0189
Si	10.7147	5.6063	24.3323	-0.0383	-0.0155	0.03
Si	5.1575	5.6307	24.44	-0.0181	0.0214	-0.0086
Si	2.9843	7.9697	24.3881	0.0155	0.0029	0.035
Si	8.4254	7.8519	24.4103	0.0024	-0.033	0.0117
Si	1.297	1.1394	25.8388	0.0085	-0.0024	0.0468
Si	6.8168	1.3459	25.7411	0.0398	0.0067	-0.0169
Si	3.9859	4.0208	25.7201	-0.0005	0.0185	-0.0127
Si	9.6903	4.0378	25.8455	0.0279	0.0146	0.0126
Si	1.3444	6.8073	25.669	0.0266	0.0194	-0.0226
Si	6.8077	6.7353	25.7381	0.0133	0.0142	0.0306
Si	4.0044	9.4831	25.9372	-0.0028	-0.0096	0.0364
Si	9.4846	9.4538	25.8059	0.0193	0.02	-0.0112
Si	2.643	-0.1266	27.2907	-0.0395	-0.0199	0.0208
Si	8.1462	-0.0533	27.1467	-0.0836	-0.0364	0.0042
Si	0.0849	2.6699	27.2046	0.0141	0.014	0.022
Si	5.4572	2.7396	27.1092	0.0092	0.0178	-0.016
Si	2.6762	5.4276	27.1062	-0.0383	-0.0474	-0.0297
Si	8.1981	5.3844	27.1306	-0.0359	-0.0154	-0.028
Si	0.0216	8.1666	27.1303	-0.0314	-0.0117	-0.0136
Si	5.5156	8.1546	27.1693	0.0036	0.0182	-0.0061
Si	4.0993	1.3439	28.492	-0.0709	-0.0716	0.0512
Si	9.5491	1.3302	28.4975	0.0246	0.0593	0.0414
Si	1.4037	4.0755	28.5689	-0.1171	0.0073	-0.0794
Si	6.8188	4.0704	28.5266	-0.0122	0.0107	-0.0199
Si	4.092	6.7806	28.4767	0.0184	0.0898	0.0638
Si	9.5686	6.7914	28.4733	-0.0518	0.0106	0.0912
Si	1.2947	9.4789	28.6409	0.1091	0.1066	-0.2055
Si	6.8315	9.5399	28.5667	-0.0305	0.0064	-0.0772
Si	-0.0295	-0.0069	29.9147	-0.0189	0.0795	0.0404
Si	5.4635	-0.0049	29.8942	0.014	0.0277	0.0108
Si	2.7692	2.7183	29.9039	0.0185	-0.0935	0.0093
Si	8.1995	2.7171	29.884	0.051	-0.0172	0.0188
Si	-0.0044	5.4541	29.8878	0.0622	0.0195	0.0074
Si	5.464	5.4554	29.8877	0.0162	0.0121	0
Si	2.7539	8.16	29.9033	0.0875	-0.0933	0.0454
Si	8.2275	8.1791	29.8881	0.0418	-0.0364	-0.006
Si	1.3673	1.3673	31.2657	0.1004	0.0655	-0.1069
Si	6.8362	1.3673	31.2657	0.014	-0.0201	-0.0486
Si	4.1018	4.1018	31.2657	0.0909	-0.0532	0.0818
Si	9.5708	4.1018	31.2657	-0.111	-0.1208	-0.1148
Si	1.3673	6.8362	31.2657	0.0031	-0.1698	0.0017
Si	6.8362	6.8362	31.2657	0.0408	-0.0071	-0.1424
Si	4.1018	9.5708	31.2657	-0.0304	-0.0383	-0.0617
Si	9.5708	9.5708	31.2657	-0.2083	-0.1642	0.1368
Si	2.7345	0	0.6835	0.0532	0.06	-0.004
Si	8.2035	0	0.6835	-0.0221	0.0217	-0.0694
Si	0	2.7345	0.6835	0.1158	0.1053	0.1003
Si	5.469	2.7345	0.6835	0.0463	0.0295	0.1265
Si	2.7345	5.469	0.6835	-0.0721	-0.1018	-0.0424
Si	8.2035	5.469	0.6835	0.0764	0.074	0.0194
Si	0	8.2035	0.6835	0.0604	0.0681	0.1004
Si	5.469	8.2035	0.6835	0.1401	0.1276	0.1279
Si	4.1142	1.3585	2.0675	0.019	0.0178	0.0532
Si	9.6076	1.3356	2.0449	0.0658	-0.0334	-0.0224
Si	1.3709	4.1226	2.0696	-0.0924	-0.0033	-0.0215
Si	6.8497	4.1125	2.0451	-0.0687	0.0051	-0.1018
Si	4.0983	6.8325	2.0388	-0.0019	0.0434	-0.0546
Si	9.5998	6.82	2.0689	0.0165	-0.0093	0.0428
Si	1.366	9.5995	2.0472	-0.0878	0.0059	-0.0364
Si	6.8524	9.5963	2.0601	-0.0962	0.0305	-0.0444
Si	0.0448	0.0176	3.4847	0.0103	-0.0155	-0.0804
Si	5.4922	0.0059	3.4741	0.0038	0.0303	-0.0874
Si	2.7204	2.738	3.4122	0.1044	-0.0143	-0.0085
Si	8.2821	2.7629	3.3364	-0.0894	-0.0177	0.1942
Si	0.0608	5.5084	3.5114	-0.0672	-0.0188	-0.1347
Si	5.488	5.5016	3.3992	0.0924	-0.0847	0.0328
Si	2.7274	8.2264	3.366	0.0189	0.0464	-0.0448
Si	8.2869	8.2805	3.3863	-0.001	-0.1467	0.0096
Si	1.3968	1.4067	4.8652	0.0789	0.0279	0.0092
Si	6.9466	1.4366	4.7342	0.0916	0.0373	-0.0579
Si	4.0795	4.1397	4.7413	0.0681	-0.2362	-0.1578
Si	9.6289	4.0542	4.7977	-0.0033	-0.0285	-0.0522
Si	1.4102	6.986	4.8523	0.0191	-0.1424	0.1282
Si	6.8699	6.9525	4.6897	0.2664	-0.0654	-0.2371
Si	4.0746	9.5195	4.772	0.1482	0.0896	0.0035
Si	9.6785	9.5465	4.8644	-0.0174	0.0411	0.0256
Si	2.7817	-0.0241	6.1686	-0.1601	-0.0372	0.0592
Si	8.3249	0.0588	6.1067	-0.1196	-0.0352	0.0044
Si	0.0796	2.7887	6.3121	-0.0041	0.0479	-0.0666
Si	5.5411	2.8093	6.0489	-0.0333	0.083	0.0282
Si	2.9083	5.6751	6.1175	-0.487	-0.1728	-0.0359
Si	8.2852	5.5841	5.9631	-0.0453	0.0117	0.021
Si	0.1149	8.2974	6.4337	-0.0521	-0.0284	0.0689
Si	5.441	8.1509	6.1335	0.1056	0.4328	0.1064
Si	4.4561	1.1369	7.2932	0.0831	0.0169	-0.0964
Si	9.8703	1.1158	7.6356	-0.0579	0.0676	0.0672
Si	1.2871	4.544	7.451	-0.0915	-0.1573	0.1084
Si	6.6345	4.5448	7.2256	-0.0723	-0.0994	-0.1966
B	4.6327	6.4496	6.8664	0.48	-0.255	0.9678
Si	9.7603	6.5959	7.521	0.0647	0.0468	-0.137
Si	1.3763	9.9008	7.8607	0.1592	0.0844	-0.1522
Si	6.6851	9.8273	7.3366	0.1899	0.221	0.0382
O	9.594	1.2661	23.9748	-0.0307	-0.0186	0.006
O	4.1058	6.8214	23.9299	0.0043	-0.0246	0.0023
O	4.0105	1.255	24.0125	0.0041	0.0089	0.007
O	9.5448	6.7207	23.8924	0.0087	0.0052	-0.0084
O	0.04	5.5368	7.9732	0.0721	-0.0498	0.0416
O	5.5863	0.043	7.8302	-0.0059	-0.0662	0.0596
O	0.1468	0.0754	8.2035	-0.182	0.1163	0.1143
O	5.4495	5.6744	7.6881	-0.0942	0.0068	-0.772
O	7.4854	3.992	8.4983	0.0331	0.0319	0.1376
O	8.7589	6.9779	8.8023	-0.0647	0.0312	0.0749
O	2.308	9.4386	9.204	-0.0874	-0.0325	-0.1864
O	8.8917	1.711	8.873	0.0051	0.0264	0.0628
O	7.6036	9.3659	8.6309	0.0399	-0.0652	0.1111
O	3.6712	1.7826	8.5801	-0.074	0.0041	0.1335
O	2.1244	3.989	8.7684	0.0609	0.0231	0.0511
O	8.1489	3.5122	23.348	-0.0044	0.0055	-0.0044
O	0.4589	4.9543	22.9494	0.0037	0.0039	-0.0103
O	1.8721	2.7409	23.239	0.004	-0.0118	0.0059
O	5.8364	4.9309	23.106	0.0036	-0.0084	-0.0078
O	5.5602	10.0317	23.4933	-0.0221	0.0069	0.0204
O	2.4347	8.703	23.0022	-0.0123	0.0093	-0.0085
O	0.1823	10.0876	23.0905	0.0144	-0.0294	-0.028
O	7.8144	8.6076	23.0647	-0.0036	0.0089	0.0042
Si	8.6279	7.7359	18.4091	-0.005	-0.0008	0.0342
Si	8.6858	6.3498	13.6474	-0.0191	-0.0343	0.0421
Si	3.7055	1.5449	14.7337	-0.0211	0.0035	0.0227
Si	2.0773	5.7835	17.6459	0.0052	-0.0075	0.0513
Si	2.4169	3.1771	19.4911	-0.0004	0.0008	0.0313
Si	9.6639	9.0248	12.1279	-0.04	0.0148	0.0019
Si	1.3138	9.4443	22.0724	-0.0162	0.0011	0.0567
Si	9.054	0.9755	13.1812	0.0245	0.037	0.029
Si	1.4555	5.1638	12.9094	-0.0209	-0.0112	0.0193
Si	1.7151	8.4299	12.8658	0.0437	-0.0567	0.0442
Si	6.6807	9.5891	22.4174	0.0051	-0.0001	0.0135
Si	4.443	4.6011	15.7165	-0.0088	0.0164	0.0527
Si	8.1854	3.0194	9.5799	0.0417	-0.0578	-0.0419
Si	0.8046	8.2845	19.26	0.0026	0.0149	0.0464
Si	6.9616	1.3796	21.0705	-0.0026	-0.001	0.0225
Si	8.1672	8.2457	9.671	-0.0419	0.0348	-0.1693
Si	10.8918	5.2723	15.5694	-0.022	-0.0186	0.0729
Si	7.4752	9.5002	16.2787	-0.0106	-0.0063	0.0698
Si	9.9246	2.1191	20.2463	-0.0098	-0.0018	0.0181
B	3.0837	9.1098	10.3309	-0.0697	0.0522	-0.035
Si	6.6677	3.4037	17.3991	-0.0047	-0.0108	0.0426
Si	1.1536	0.2471	19.7997	-0.0023	0.006	0.0226
Si	3.1974	2.817	12.2626	0.0246	0.0173	-0.0172
Si	7.2088	5.4302	19.6781	-0.013	-0.0016	0.0316
Si	5.593	8.5921	11.4867	0.1166	-0.0652	0.07
Si	5.7117	6.021	13.2056	-0.0432	-0.0193	-0.0025
Si	4.5676	9.7307	17.6545	0.0021	0.0085	0.043
Si	1.0214	3.6204	22.1647	-0.0049	0.0087	0.0164
Si	4.9003	1.5212	18.7945	0.0094	0.0048	0.0321
Si	3.2347	3.0482	9.4869	-0.0232	0.02	-0.1247
Si	6.3247	10.7832	13.73	-0.0156	-0.001	0.0489
Si	10.2318	0.1402	15.9715	0.0121	0.0058	0.0462
Si	5.6615	3.6067	11.1615	-0.0359	-0.0275	-0.0362
Si	9.7934	3.9134	11.9073	-0.012	-0.0074	-0.0622
Si	2.2315	9.9638	15.6381	0.0006	-0.0089	0.0711
Si	6.0589	8.1561	19.8022	-0.0065	-0.0013	0.0227
Si	6.9445	3.9983	22.3643	-0.0096	-0.0017	0.0262
Si	9.739	2.8378	17.312	-0.0152	0.0015	0.0657
O	7.1026	6.3052	14.0228	0.011	0.0234	-0.0165
O	1.8518	7.0927	18.6992	-0.0041	-0.0113	-0.0192
O	10.3648	3.9912	16.3828	0.0291	0.0064	-0.0374
O	6.0766	9.945	17.0224	0.0131	-0.0026	-0.0224
O	10.0215	0.7107	14.4623	-0.0233	0	-0.0363
O	8.4284	6.154	18.8389	0.0071	0.0054	-0.0137
O	5.0478	0.6465	14.3945	0.0113	-0.0003	-0.0113
O	5.7521	2.0661	17.5228	0.0046	0.0042	-0.0146
O	8.339	1.9896	20.499	0.011	0.0059	-0.0069
O	1.9513	4.3342	18.4227	-0.0065	0.0269	-0.0244
O	6.9708	2.7475	10.6643	-0.0205	0.0008	0.0398
O	4.8327	2.6661	12.2078	0.0154	-0.017	0.02
O	5.9439	4.4322	16.363	-0.0155	0.0117	-0.0153
O	4.596	3.8861	9.9191	0.0473	0.037	0.0234
O	10.6846	2.8326	21.5056	-0.0092	0.0014	-0.0029
O	9.676	6.1815	14.9525	-0.001	0.0156	-0.0307
O	5.9975	6.5204	19.8386	0.0001	0.0039	-0.0025
O	4.0605	0.2205	18.2884	-0.0064	-0.0138	-0.0143
O	9.1461	10.5684	12.2521	0.0085	-0.018	-0.0138
O	2.844	4.3864	12.5787	-0.0067	0.0088	0.0325
O	1.8882	10.7335	21.2101	-0.0055	0.0058	-0.0199
O	3.9973	2.7743	19.3473	0.0048	0.0038	-0.0065
O	0.6146	10.0793	16.0199	-0.0117	-0.002	-0.0239
O	1.2595	9.837	18.8398	-0.0013	-0.0034	-0.0268
O	1.7162	1.6979	19.2743	-0.0052	-0.0062	-0.004
O	8.814	10.4279	16.4841	-0.0023	-0.0023	-0.0178
O	4.8287	8.6223	18.8304	-0.01	0.0091	-0.0147
O	9.4728	8.7225	10.5339	0.0108	-0.0132	0.0327
O	6.7249	4.1251	18.8548	-0.0086	-0.0041	-0.0169
O	2.7561	1.7786	13.411	-0.0287	-0.0116	-0.0096
O	5.8438	8.7976	21.2729	-0.0025	-0.002	-0.0166
O	2.543	2.4145	10.8298	-0.0037	-0.0323	0.0105
O	7.6208	4.8826	21.1617	0.0014	0.0065	-0.0118
O	5.1232	7.4077	12.5347	-0.0067	0.0036	-0.014
O	0.2303	9.0268	12.6933	-0.0785	0.0254	-0.0122
O	7.4474	1.038	13.5193	0.001	-0.0157	-0.0086
O	7.0082	9.6219	14.7045	-0.0169	0.019	-0.046
O	8.9249	5.0443	12.6937	-0.0073	0.0161	0.0025
O	8.0425	8.0523	16.8799	-0.009	0.0071	-0.029
O	6.2268	2.5982	21.8904	0.0008	-0.0026	-0.0131
O	2.3326	9.07	14.2489	0.007	0.0064	-0.0229
O	0.376	4.5095	11.869	0.001	0.0109	0.0247
O	0.772	8.3519	20.9312	-0.0066	-0.0039	-0.0299
O	9.3612	3.84	10.3422	-0.0052	0.0164	0.0477
O	9.5699	2.4023	12.5398	-0.0093	-0.0257	0.0151
O	7.5911	8.6027	19.3594	0.0059	0.0056	-0.0142
O	2.5094	8.9468	11.5606	0.0049	0.0374	-0.0281
O	3.921	3.0465	15.4071	-0.0062	-0.0235	-0.0318
O	0.9481	4.7423	14.3971	0.0105	0.0304	-0.0234
O	10.0385	3.0681	18.9059	0.0045	0.0089	-0.0328
O	8.9277	7.8142	12.9595	0.0135	0.0148	-0.0106
O	10.5013	0.5936	20.0436	-0.0015	0.0088	-0.0023
O	6.0109	4.9887	11.9538	0.0217	0.0114	0.0108
O	8.1427	2.8885	16.9557	-0.0029	0.0032	-0.018
O	3.4504	5.5028	16.7157	0.0079	-0.0067	-0.0178
O	4.467	8.9294	10.3063	-0.0991	0.041	-0.182
O	1.6711	6.7837	12.8392	-0.0242	-0.0079	0.0049
O	4.6591	5.4541	14.3306	0.0128	0.0238	-0.038
O	2.0768	3.8724	20.9357	0.0077	0.004	-0.0238
O	10.457	1.4204	16.9507	-0.0023	-0.0005	-0.0099
O	0.8523	6.1285	16.6173	-0.0098	-0.0012	-0.0342
O	7.3675	10.9798	21.9058	-0.0029	0.003	-0.0059
O	5.9166	0.9362	19.9197	-0.0163	0.0089	-0.0155
O	5.9079	9.9676	12.3527	-0.0162	0.018	-0.0068
O	2.7452	0.5804	15.6222	0.0052	0.0491	-0.0082
O	6.9157	7.9838	10.7037	-0.0364	-0.0048	0.0541
O	10.2119	8.0672	18.6645	-0.0143	0.0047	-0.0073
O	3.3352	9.2391	16.6621	-0.017	-0.0037	-0.0247

Results
free energy: -135978.349 eV
free energy less fixed offsets of B -154.04, O -568.88, Si -635.61 eV per atom: -1.669 eV

The program warned: the cutoff lies below the one the program advises for these potential files; the forces do not sum to zero within the program's tolerance; the exchange-correlation potential is rough where the density is thin.
